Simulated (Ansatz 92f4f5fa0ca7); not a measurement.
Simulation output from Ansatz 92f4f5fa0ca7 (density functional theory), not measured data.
Periodic cell of 215 atoms, Si133O82, from a study of silicon, its oxide and their interface. The atomic structure is a simulated model.
Doubt: the cutoff is far below the 930 eV that the study's wrapper takes by default for these files, so forces and energies are approximate.
This geometry differs little from another in the collection (a relaxation step or a small displacement).

Settings: functional PBE; potential files Ansatz PAW; basis plane waves; wave-function cutoff 580 eV; density cutoff ratio 5; exchange-correlation grid ratio 1; k mesh 1 x 1 x 1, Gamma-centred; self-consistency stop 5e-08 eV per atom in the density residual; occupations fixed; spin none; net charge 0.

Cell vectors (angstrom)
a	10.938	0	0
b	0	10.938	0
c	0	0	31.3401

Atoms and the computed forces on them: element, x, y, z (angstrom), force x, y, z (eV/angstrom)
Si	10.4215	0.4607	24.0343	0.0007	-0.003	-0.0098
Si	5.0131	0.3961	23.9228	0.0005	-0.0022	-0.0063
Si	3.1204	2.1248	23.894	-0.0027	-0.0002	-0.0062
Si	8.4386	2.3399	23.9142	-0.0007	-0.0023	-0.0052
Si	10.5053	5.9022	23.8388	-0.0035	-0.0001	-0.005
Si	5.1598	5.7312	23.8708	-0.0039	0.002	-0.002
Si	3.2834	7.5464	23.8253	0.0002	-0.0026	0.002
Si	8.7874	7.7595	23.8669	-0.0004	-0.0006	-0.0019
Si	1.3338	1.3466	25.2624	-0.0002	0.0029	-0.0001
Si	6.782	1.3127	25.2509	-0.0021	0.0022	0.0022
Si	4.0662	4.0179	25.1142	0.0012	-0.0017	0.0017
Si	9.5481	4.0968	25.1168	-0.0015	0.001	0.0016
Si	1.3985	6.7828	25.1216	0.004	0.0014	-0.0024
Si	6.8816	6.8451	25.0935	0.0012	-0.0006	0.0009
Si	4.0812	9.4771	25.0953	0.0016	0.0003	-0.0022
Si	9.5609	9.5484	25.2497	-0.0005	0.0014	-0.0013
Si	2.7236	-0.0806	26.5435	-0.0043	-0.0043	0.009
Si	8.1694	-0.0448	26.5935	-0.0039	-0.0038	0.008
Si	0.0053	2.7901	26.558	0.0032	0.0028	0.0063
Si	5.4716	2.7601	26.5627	0.004	0.003	0.0051
Si	2.7208	5.4048	26.529	-0.0023	-0.0006	0.0047
Si	8.1862	5.452	26.5241	-0.0017	-0.0021	0.0046
Si	0.0745	8.2025	26.5473	0.004	0.0027	0.0038
Si	5.5164	8.2143	26.5124	0.0026	0.0029	0.0045
Si	4.1018	1.3673	27.9218	-0.092	-0.1985	-0.2856
Si	9.5708	1.3673	27.9218	-0.0159	0.0773	-0.2147
Si	1.3673	4.1018	27.9218	-0.0265	0.0846	0.4049
Si	6.8362	4.1018	27.9218	-0.0122	0.1524	0.1563
Si	4.1018	6.8362	27.9218	0.1121	-0.1096	-0.5188
Si	9.5708	6.8362	27.9218	0.1196	-0.0563	-0.3842
Si	1.3673	9.5708	27.9218	0.1147	-0.1574	0.4936
Si	6.8362	9.5708	27.9218	-0.2429	-0.2227	0.4974
Si	0	0	29.2891	0.0364	-0.0155	-0.018
Si	5.469	0	29.2891	-0.0242	-0.0459	0.0133
Si	2.7345	2.7345	29.2891	-0.1089	-0.0495	-0.009
Si	8.2035	2.7345	29.2891	-0.0322	0.0025	-0.0064
Si	0	5.469	29.2891	0.0556	0.0039	0.0179
Si	5.469	5.469	29.2891	0.0276	-0.0046	-0.011
Si	2.7345	8.2035	29.2891	-0.0654	0.0444	0.0005
Si	8.2035	8.2035	29.2891	-0.0481	0.032	-0.0082
Si	1.3673	1.3673	30.6563	0.0067	0.0008	-0.0273
Si	6.8362	1.3673	30.6563	0.0067	-0.0032	-0.0007
Si	4.1018	4.1018	30.6563	0.043	0.0207	-0.0478
Si	9.5708	4.1018	30.6563	0.0102	-0.001	-0.0089
Si	1.3673	6.8362	30.6563	0.02	-0.0009	0.0011
Si	6.8362	6.8362	30.6563	-0.0017	-0.033	-0.029
Si	4.1018	9.5708	30.6563	0.0105	-0.0202	-0.0063
Si	9.5708	9.5708	30.6563	-0.0035	0.0138	-0.0352
Si	2.7345	0	0.6835	-0.0454	0.0277	0.0126
Si	8.2035	0	0.6835	0.0204	-0.0449	0.0003
Si	0	2.7345	0.6835	0.0439	-0.0244	0.0225
Si	5.469	2.7345	0.6835	-0.0914	0.0561	0.0072
Si	2.7345	5.469	0.6835	0.0106	-0.0806	0.0008
Si	8.2035	5.469	0.6835	-0.0571	0.0338	0.015
Si	0	8.2035	0.6835	-0.0063	0.0314	0.0033
Si	5.469	8.2035	0.6835	0.0415	0.0138	0.018
Si	4.1018	1.3673	2.0507	0.0854	-0.0297	-0.0317
Si	9.5708	1.3673	2.0507	-0.0962	-0.0242	-0.0215
Si	1.3673	4.1018	2.0507	-0.0027	0.0799	-0.0181
Si	6.8362	4.1018	2.0507	0.0776	-0.0128	0.0145
Si	4.1018	6.8362	2.0507	-0.0197	0.0127	-0.0225
Si	9.5708	6.8362	2.0507	0.0906	-0.0132	-0.0094
Si	1.3673	9.5708	2.0507	0.0304	-0.0615	0.0197
Si	6.8362	9.5708	2.0507	0.0007	0.1	-0.0016
Si	0	0	3.418	-0.3134	-0.087	0.6982
Si	5.469	0	3.418	0.1756	0.2626	-0.7316
Si	2.7345	2.7345	3.418	-0.1365	-0.142	0.3432
Si	8.2035	2.7345	3.418	-0.0258	-0.1347	-0.3361
Si	0	5.469	3.418	0.1296	0.067	-0.6449
Si	5.469	5.469	3.418	0.0952	0.2963	0.5113
Si	2.7345	8.2035	3.418	-0.0454	-0.063	-0.3438
Si	8.2035	8.2035	3.418	0.2594	0.2368	0.5313
Si	1.3288	1.3713	4.8429	0.0029	0.0016	-0.0015
Si	6.8282	1.364	4.7543	-0.0035	-0.0009	-0.001
Si	4.0923	4.1065	4.7993	-0.0022	-0.0014	0.0017
Si	9.5986	4.095	4.7052	0.0003	0.0031	0.0008
Si	1.3378	6.8498	4.7441	-0.0002	-0.0014	0
Si	6.8658	6.8895	4.85	-0.0009	-0.0023	-0.0014
Si	4.1115	9.6035	4.6899	0.0017	0.0024	-0.0036
Si	9.5482	9.582	4.9445	0.0004	-0.0005	-0.0014
Si	2.7405	-0.0701	6.0992	-0.0002	-0.0096	0.0033
Si	8.0928	0.1105	6.3212	-0.0035	0.0054	0.0028
Si	-0.0542	2.8023	6.1934	-0.0053	0.0027	0.0036
Si	5.4874	2.7371	6.1211	0.0023	-0.0007	0.0001
Si	2.6923	5.4919	6.1053	0.007	0.0081	-0.0004
Si	8.3322	5.4656	6.1007	0.0012	-0.0078	-0.0017
Si	0.0657	8.1283	6.287	0.0022	-0.0061	0.0007
Si	5.5355	8.4396	6.1358	-0.0059	0.0062	0.0021
Si	4.3297	1.1014	7.3657	0.0021	-0.0038	-0.0151
Si	9.0441	1.9644	7.475	0.0027	0.0046	-0.0023
Si	1.0242	4.4925	7.486	-0.005	-0.0007	-0.0022
Si	7.2631	3.7738	7.3159	-0.0012	-0.0057	-0.0102
Si	3.8712	7.2183	7.1675	-0.0059	-0.0149	-0.0042
Si	10.0705	6.295	7.5356	0.0026	0	0.0022
Si	2.0574	8.9375	7.3332	0.0052	0.0092	-0.007
Si	6.1552	10.3518	7.6133	0.0014	0	-0.0008
O	1.8743	9.3333	8.9332	0.0001	-0.0029	0.004
O	9.3506	6.7527	8.9848	0.0006	-0.0001	-0.0025
O	4.8093	6.6616	8.44	0.0019	0	0.0042
O	9.5112	1.5044	9.0042	-0.0013	0	0.0003
O	1.7413	3.8214	8.8497	0.0008	0.0008	0.0011
O	6.6978	4.6062	8.6502	-0.0016	0.0022	0.0069
O	3.5794	1.757	8.7108	-0.0013	0.0039	0.0083
O	6.4155	10.2304	9.2776	-0.0014	0.0002	0.0008
O	2.7523	7.8415	22.2761	-0.0007	-0.001	-0.0026
O	0.1984	10.6865	22.72	-0.0009	0.0019	0.0023
O	5.8534	5.0688	22.4826	0	0.0009	-0.0016
O	5.6893	10.9158	22.4593	-0.001	0.0012	0.003
O	8.6258	8.3694	22.3302	-0.0004	-0.0022	-0.0075
O	7.5715	2.9399	22.5985	0.0023	-0.0016	0.001
O	2.4128	2.3498	22.4084	0.002	-0.0004	0.0055
O	10.9783	5.4962	22.2896	-0.0014	0.0003	0.0007
Si	0.882	1.5176	15.9995	0.0001	0.0001	0.0013
Si	5.6463	10.0163	10.7164	0.0017	-0.0042	0.004
Si	4.8492	9.2757	16.3925	-0.0006	0.0012	0
Si	4.7176	2.0536	19.8741	-0.0001	0.0001	0.0001
Si	7.4942	10.4281	15.8552	-0.0009	-0.0004	0.0002
Si	9.0379	2.1904	17.012	0.0001	-0.0004	-0.0006
Si	2.982	5.509	16.0954	-0.0025	-0.0006	0
Si	8.6171	8.9819	20.8207	0.0025	-0.0025	0.0039
Si	5.6779	10.3212	20.9402	-0.0016	0.0016	-0.0013
Si	2.85	7.9087	18.0392	-0.0016	-0.001	0.0005
Si	7.5617	4.6949	15.8647	-0.0012	-0.0001	-0.0016
Si	1.8598	2.3704	20.8756	-0.0007	-0.0023	-0.0023
Si	4.8697	7.1683	14.1363	-0.0007	-0.0004	0
Si	0.4321	8.0499	13.9708	-0.0004	-0.0013	0.0011
Si	0.0637	4.8743	20.7826	-0.0032	0.001	-0.0001
Si	6.456	3.7529	21.7105	-0.0013	0.0015	-0.0062
Si	9.631	6.9263	10.5915	-0.0007	-0.0003	-0.0011
Si	2.6649	6.8624	12.2157	-0.0003	0.0001	-0.0022
Si	4.0435	4.1196	11.4128	-0.0027	-0.0012	-0.0001
Si	2.9103	8.6653	20.8876	-0.0035	-0.0006	-0.0036
Si	10.5356	1.4439	10.2688	-0.0007	0.0008	0.0001
Si	0.0245	9.6172	11.5776	-0.0022	-0.0008	-0.0032
Si	9.5884	6.668	18.8737	0.0003	-0.0005	-0.0002
Si	0.3655	10.6531	21.111	0.0004	-0.0009	0.0026
Si	2.604	9.1249	10.365	0.0002	0.0014	0.001
Si	2.4061	2.4959	9.5867	-0.0033	0.0011	0.0048
Si	8.5072	3.962	19.4548	-0.0031	-0.0012	0.0013
Si	6.0407	0.7574	13.3681	-0.0014	-0.0002	0.0016
Si	1.928	9.6868	16.0905	-0.0006	0.0007	-0.0002
Si	5.546	5.5293	9.3341	-0.0021	0.0072	0.0018
Si	3.6847	2.0789	14.9237	-0.0019	0	0.0001
Si	6.7596	7.2364	11.7495	0.0004	0.0021	-0.007
Si	1.3133	3.6983	14.1937	-0.0013	-0.0026	0.0004
Si	6.926	3.6704	13.0114	-0.0007	0.0012	-0.0001
Si	9.0891	7.5322	16.0091	-0.0028	-0.0002	-0.0018
Si	5.0459	3.6129	17.1308	-0.0015	-0.0003	-0.0008
Si	9.994	4.1537	11.9627	0.0002	-0.0017	-0.0014
O	2.7505	7.6224	19.631	-0.0009	0.001	0.0002
O	2.5272	1.7568	16.0987	-0.0003	0.0002	-0.001
O	3.7456	7.7236	13.0926	-0.0024	-0.0013	0.0004
O	1.6792	4.8682	15.3078	-0.0013	0.0005	0.0001
O	6.9884	2.0754	13.2759	-0.0017	0	-0.0001
O	6.1902	6.7893	13.2254	-0.0006	0.001	-0.0008
O	3.0883	1.9804	19.8778	-0.0024	0.0008	0.0009
O	5.1842	2.7746	18.5038	-0.0013	-0.0004	-0.0002
O	7.1394	4.1785	20.2965	-0.0006	-0.0011	0.0012
O	1.5952	8.5491	14.987	-0.0023	-0.001	0
O	10.1711	7.3356	14.8012	-0.001	0.0002	0.0007
O	4.4245	9.2771	20.8221	0.0029	0.0007	-0.0009
O	4.9324	2.6728	15.7973	0	0.0003	0.0012
O	2.8372	3.0643	13.88	-0.0015	0.0011	0.0003
O	1.7007	9.7657	20.7682	-0.0016	0.0014	-0.0009
O	8.0744	6.2508	15.8914	-0.0005	0.0002	0.0007
O	1.8122	9.1167	17.6215	-0.0019	-0.0005	-0.0001
O	2.4203	6.6675	17.0844	-0.0008	0.0007	-0.0004
O	6.9392	10.6942	14.3235	-0.0021	0.0003	-0.0002
O	-0.0186	6.1205	19.6937	0.0001	-0.0017	0.0005
O	5.4804	3.8908	12.2048	-0.0021	-0.0005	0.0005
O	4.3897	4.5406	9.8773	0.0026	0.0019	-0.0009
O	1.1646	1.441	9.7935	-0.0008	0.0006	-0.0005
O	6.3881	4.5269	16.9968	-0.0012	-0.0002	-0.0001
O	3.6724	4.4812	17.156	0	-0.0007	-0.0008
O	8.3817	9.028	15.9076	-0.0011	-0.0006	0.0001
O	10.5421	8.2859	10.7079	-0.0017	-0.0005	0.0016
O	7.1491	9.6851	20.5992	-0.0005	-0.0016	-0.0003
O	0.8079	10.8394	15.8548	-0.002	-0.0009	-0.0001
O	8.7545	7.7312	19.7851	-0.0017	0.0056	0.0038
O	6.852	4.4547	14.4245	-0.0012	-0.001	-0.0006
O	0.2615	4.2809	13.091	-0.0022	0.0009	-0.0011
O	0.4416	2.4038	14.7101	-0.0019	-0.0002	-0.0003
O	3.1465	5.3029	12.1353	-0.0001	0.0005	0
O	8.6993	3.5068	16.069	-0.002	0	0.0006
O	4.0676	9.8157	10.3701	-0.0009	-0.0012	0.0004
O	3.5117	10.1108	15.9068	-0.001	-0.0007	0.0002
O	0.6626	1.2604	20.6176	0	0.0008	-0.0016
O	10.6721	9.2933	13.1532	-0.0014	0.0006	0.0005
O	5.3951	0.5736	19.8648	-0.0001	-0.002	0.0001
O	5.1903	2.8164	21.2526	0.0003	-0.0003	-0.0001
O	10.2679	5.4862	11.0465	-0.0028	0.0005	0.0017
O	10.2653	2.7539	11.1883	-0.0008	0.0011	0.0003
O	10.6799	1.9409	17.1137	-0.0019	-0.0003	-0.0005
O	9.7143	3.8929	20.5532	0.0029	0.0003	0.0005
O	1.6463	9.8386	11.471	0.0019	-0.0007	-0.0004
O	1.196	7.0213	12.9358	0.0011	0.0003	-0.0006
O	6.2685	8.7352	11.4627	-0.0059	-0.0041	-0.005
O	9.8847	10.0214	20.538	-0.0013	-0.0011	-0.0015
O	8.3767	7.1899	11.6089	-0.0082	0.0014	-0.0012
O	1.3622	3.9038	20.5636	-0.0013	0	-0.0001
O	3.0381	2.8547	11.0755	0.0004	0.0011	-0.0012
O	2.6802	7.5159	10.7151	-0.0017	0.0034	0.0008
O	4.1447	5.9824	15.0238	-0.0007	-0.0001	-0.0004
O	8.3189	0.7997	16.4589	-0.001	0	-0.0003
O	9.8875	7.3979	17.4452	-0.001	-0.0007	0.0004
O	6.13	10.2153	16.7693	-0.0011	-0.0003	-0.0009
O	8.5144	2.6121	18.5195	-0.0008	0.0009	-0.0002
O	5.3425	8.3222	15.1667	-0.0008	-0.0004	0.0002
O	4.3924	8.3752	17.6833	-0.0006	-0.0008	-0.0002
O	6.2008	6.2399	10.6202	0.0008	0.0032	0.0021
O	8.3802	4.1358	12.3566	0.0016	-0.0004	-0.0007
O	8.7069	5.3192	18.5575	-0.0003	0.0002	-0.0009
O	5.8465	0.2662	11.816	-0.0026	-0.0046	-0.0034
O	4.5114	1.0166	13.9676	0.0007	-0.0011	-0.0005
O	10.2251	0.049	11.0847	-0.0006	0.0005	0.0011

Results
free energy: -131181.770 eV
free energy less fixed offsets of O -568.88, Si -635.61 eV per atom: 2.520 eV

The program warned: the cutoff lies below the one the program advises for these potential files; the exchange-correlation potential is rough where the density is thin.
